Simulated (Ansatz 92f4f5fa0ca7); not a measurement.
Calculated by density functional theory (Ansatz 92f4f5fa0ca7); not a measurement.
Periodic cell of 213 atoms, Si132O79H1N1, from a study of silicon, its oxide and their interface. The atomic structure is a simulated model.
Doubt: the cutoff is far below the 930 eV that the study's wrapper takes by default for these files, so forces and energies are approximate.
This geometry differs little from another in the collection (a relaxation step or a small displacement).

Settings: functional PBE; potential files Ansatz PAW; basis plane waves; wave-function cutoff 580 eV; density cutoff ratio 5; exchange-correlation grid ratio 1; k mesh 1 x 1 x 1, Gamma-centred; self-consistency stop 5e-08 eV per atom in the density residual; occupations fixed; spin none; net charge 0.

Cell vectors (angstrom)
a	10.938	0	0
b	0	10.938	0
c	0	0	31.5784

Atoms: element, x, y, z (angstrom)
Si	-0.5579	0.5965	24.0732
Si	6.1495	-0.5263	23.9737
Si	2.3358	3.2027	24.3907
Si	8.6404	2.4089	24.2773
Si	0.5195	4.8568	24.1707
Si	5.1529	5.7182	24.259
Si	3.3188	7.5146	24.1256
Si	7.7667	8.6225	24.2108
Si	1.3092	1.3472	25.3833
Si	6.8814	1.2885	25.3756
Si	4.0766	4.142	25.6275
Si	9.6921	4.0633	25.5351
Si	1.4359	6.7458	25.365
Si	6.8317	6.8537	25.4688
Si	4.2082	9.4978	25.174
Si	9.5725	9.6437	25.344
Si	2.7737	-0.0618	26.6555
Si	8.2219	-0.0186	26.8218
Si	0.0562	2.6814	26.8816
Si	5.5033	2.679	26.7723
Si	2.7019	5.4964	26.9045
Si	8.2341	5.4639	26.7768
Si	0.0254	8.2036	26.6894
Si	5.4559	8.2262	26.7965
Si	4.1018	1.3673	28.1602
Si	9.5708	1.3673	28.1602
Si	1.3673	4.1018	28.1602
Si	6.8362	4.1018	28.1602
Si	4.1018	6.8362	28.1602
Si	9.5708	6.8362	28.1602
Si	1.3673	9.5708	28.1602
Si	6.8362	9.5708	28.1602
Si	0	0	29.5274
Si	5.469	0	29.5274
Si	2.7345	2.7345	29.5274
Si	8.2035	2.7345	29.5274
Si	0	5.469	29.5274
Si	5.469	5.469	29.5274
Si	2.7345	8.2035	29.5274
Si	8.2035	8.2035	29.5274
Si	1.3673	1.3673	30.8947
Si	6.8362	1.3673	30.8947
Si	4.1018	4.1018	30.8947
Si	9.5708	4.1018	30.8947
Si	1.3673	6.8362	30.8947
Si	6.8362	6.8362	30.8947
Si	4.1018	9.5708	30.8947
Si	9.5708	9.5708	30.8947
Si	2.7345	0	0.6835
Si	8.2035	0	0.6835
Si	0	2.7345	0.6835
Si	5.469	2.7345	0.6835
Si	2.7345	5.469	0.6835
Si	8.2035	5.469	0.6835
Si	0	8.2035	0.6835
Si	5.469	8.2035	0.6835
Si	4.1018	1.3673	2.0507
Si	9.5708	1.3673	2.0507
Si	1.3673	4.1018	2.0507
Si	6.8362	4.1018	2.0507
Si	4.1018	6.8362	2.0507
Si	9.5708	6.8362	2.0507
Si	1.3673	9.5708	2.0507
Si	6.8362	9.5708	2.0507
Si	0	0	3.418
Si	5.469	0	3.418
Si	2.7345	2.7345	3.418
Si	8.2035	2.7345	3.418
Si	0	5.469	3.418
Si	5.469	5.469	3.418
Si	2.7345	8.2035	3.418
Si	8.2035	8.2035	3.418
Si	1.3971	1.3855	4.7187
Si	6.8145	1.3788	4.8461
Si	4.0831	4.0988	4.6946
Si	9.5268	4.188	4.877
Si	1.3292	6.846	4.798
Si	6.8517	6.8208	4.8209
Si	4.1146	9.5444	4.8476
Si	9.461	9.6517	4.7085
Si	2.6742	-0.0242	6.1547
Si	8.1937	0.0436	6.253
Si	0.1529	2.8836	6.0682
Si	5.3235	2.7103	6.1302
Si	2.8087	5.4965	6.0727
Si	8.1196	5.5067	6.4104
Si	-0.2133	8.197	6.0011
Si	5.491	8.1614	6.2344
Si	3.4353	1.837	7.3666
Si	10.2703	0.9597	7.0498
Si	2.0081	3.7471	7.3949
Si	6.2313	4.4087	7.4592
Si	4.5952	6.2693	7.4009
Si	8.9225	7.569	7.4655
Si	0.7623	9.9724	7.1372
Si	7.0844	9.2788	7.5658
O	0.7125	9.5795	8.7676
N	2.3562	4.1093	9.1421
O	10.5755	1.4531	8.6388
O	6.3674	9.6716	9.0451
O	3.3234	1.598	9.0386
O	4.0058	6.4568	8.9532
O	6.2954	3.6674	8.9763
O	9.6114	7.7376	9.0023
O	3.1209	2.8345	22.9622
O	6.2216	10.7309	22.3102
O	8.0984	3.2534	22.9537
O	0.0144	4.9592	22.5636
O	8.1265	8.187	22.6406
O	2.6814	7.6919	22.5823
O	5.8753	4.8192	23.0295
O	10.7733	11.1932	22.4793
Si	7.0511	0.1673	20.9362
Si	6.9757	2.3943	14.7147
Si	6.7774	2.4064	9.9079
Si	3.1757	3.6715	21.5749
Si	-3.1632	7.2091	21.3866
Si	-0.6232	9.1076	9.5925
Si	10.0608	11.396	21.019
Si	3.9812	3.0082	14.7048
Si	4.8279	-6.2856	18.1424
Si	7.3005	4.2917	12.3547
Si	-2.0078	7.8452	16.7054
Si	5.7639	10.45	10.3653
Si	3.4349	-1.7291	12.0913
Si	7.2761	10.5092	13.1812
Si	16.0971	-3.8298	19.7264
Si	14.0258	0.2008	14.3229
Si	7.1805	4.3325	22.1654
Si	0.5655	4.831	21.025
Si	2.8384	2.7434	10.1163
Si	11.2928	1.0226	14.8875
Si	9.4712	1.0291	9.7435
Si	15.2158	15.456	12.0538
Si	5.0633	8.9526	14.5414
Si	11.5455	8.0098	12.17
Si	10.1772	5.2624	12.7417
Si	9.8292	9.4454	14.2446
Si	5.6787	2.7032	19.9694
Si	8.8444	9.1198	19.5211
Si	2.7396	6.6972	21.2924
Si	9.3548	2.7488	16.5877
Si	11.1998	2.2964	11.9476
Si	-0.1568	2.8179	19.1166
Si	2.7706	5.7039	9.7347
Si	-0.4398	-5.5208	15.9646
Si	5.9117	-3.8968	16.8767
Si	2.0515	3.9037	17.1136
O	19.0447	1.7484	9.2391
O	16.7851	5.0329	12.1199
O	9.3676	4.3671	16.4784
O	4.1246	-0.7739	15.1272
O	12.6292	3.6413	20.9216
O	1.2717	6.2849	20.6726
O	10.8331	3.8524	12.2567
O	-0.4809	4.2617	19.8924
O	-1.4362	-8.5482	18.1706
O	4.2978	9.7809	10.7963
O	3.4584	5.2884	21.8005
O	10.8817	1.6018	20.2008
O	-4.1779	3.5909	20.7858
O	-2.8831	5.6603	21.7885
O	13.6701	10.4552	12.8859
O	3.2853	5.59	11.3113
O	8.4912	11.8072	21.3123
O	10.3335	5.5017	14.3429
O	1.4662	6.6631	9.4841
O	4.0847	3.1621	11.1274
O	11.4049	12.4497	13.3462
O	8.8391	-0.8798	13.1036
O	11.1061	8.6214	13.6303
O	7.0189	1.0914	13.7294
O	5.4981	2.7977	15.2861
O	7.2798	3.0288	11.3268
O	4.2035	2.8844	20.6273
O	14.7771	4.2282	13.6139
O	5.7408	12.0746	10.0598
O	-4.729	7.4375	20.9291
O	10.6897	8.8795	11.1264
O	5.1759	-3.1754	15.6274
O	5.2061	5.4989	19.4842
O	12.7682	0.4827	15.3174
O	-2.3325	5.2911	12.2057
O	3.6404	7.4847	20.1815
O	11.0559	6.4504	12.0407
O	8.7881	-3.3244	20.1682
O	8.9613	8.5237	15.2402
O	-0.7432	6.8175	16.7389
O	6.1161	1.1451	20.0292
O	7.428	-1.0852	19.9417
O	2.9019	3.1588	15.9198
O	5.4256	-5.4655	16.8632
O	7.9792	2.1387	15.977
O	10.3145	-0.2344	15.1364
O	6.7243	10.2986	11.6733
O	12.0158	4.9942	16.3897
O	1.1626	2.9598	18.127
O	10.6865	2.236	15.7731
O	6.5466	9.5188	14.2415
O	3.1987	-6.3276	18.0365
O	7.526	7.0347	16.7784
O	5.5299	3.1948	18.4034
O	5.4911	7.7989	18.2808
O	-1.9051	-1.9917	17.9104
O	1.6122	2.1969	11.0501
O	10.0733	10.0083	20.1394
O	2.191	-2.749	11.8057
O	4.4305	8.415	13.1305
O	9.2301	-0.5905	9.625
O	7.486	14.6232	13.8567
O	3.7014	1.635	13.8908
O	9.9575	1.5456	11.1999
H	0.6088	6.2589	9.6913

Results
free energy: -129241.325 eV
free energy less fixed offsets of H -15.97, N -385.13, O -568.88, Si -635.61 eV per atom: 1.815 eV

Forces (eV/angstrom), in the order of the atoms: element, x, y, z
Si	0.0023	0.0028	0.005
Si	-0.0008	-0.0009	0.0049
Si	0.006	-0.0033	0.0138
Si	0.0081	-0.0018	0.0231
Si	0.0008	0.002	0.003
Si	0.0062	0.0108	0.0048
Si	0.0021	0.0068	0.0073
Si	0.0043	0.0036	0.0153
Si	-0.0026	0.0114	-0.0046
Si	0.0032	-0.0003	-0.0004
Si	-0.0113	-0.0058	-0.0008
Si	-0.0025	-0.008	-0.0034
Si	0.0026	-0.0024	-0.0113
Si	-0.0026	-0.0016	-0.0001
Si	0.0007	-0.0063	-0.0045
Si	-0.0126	-0.0025	-0.0073
Si	-0.0001	-0.0026	0.0043
Si	0.0006	-0.0023	0.0088
Si	0.0023	0.0011	0.0091
Si	0.0011	0.003	0.0048
Si	0.0041	-0.0048	0.0214
Si	-0.0024	0.0005	0.0025
Si	-0.0012	0.0025	0.0055
Si	0.0009	-0.001	0.0094
Si	-0.0878	-0.3691	-0.5477
Si	-0.0752	-0.1377	0.4728
Si	0.0376	-0.1546	0.8312
Si	0.1679	-0.1955	-0.2937
Si	-0.0352	0.4692	0.4486
Si	0.2215	0.2336	-0.4223
Si	0.2263	-0.1549	-0.7249
Si	-0.0501	-0.0061	0.1917
Si	-0.082	0.0738	-0.0199
Si	-0.0117	-0.045	0.0319
Si	-0.0852	0.094	0.013
Si	0.0459	0.0034	0.0364
Si	0.009	-0.079	0.0314
Si	-0.0284	0.0484	-0.0395
Si	0.0955	0.014	0.0461
Si	-0.0445	0.0416	-0.0067
Si	0.0485	-0.0497	0.0093
Si	-0.019	0.0571	-0.0346
Si	0.0365	-0.0906	0.0064
Si	-0.026	0.0344	-0.0224
Si	0.0118	0.0386	-0.0309
Si	0.0483	-0.0513	0.0097
Si	-0.0764	-0.0205	-0.0134
Si	0.0794	-0.031	0.0019
Si	0.0478	0.0171	0.0347
Si	-0.0345	0.0443	0.0192
Si	-0.0504	0.0795	-0.0278
Si	0.061	-0.0609	0.0325
Si	-0.0562	0.0251	0.0263
Si	0.0306	-0.0624	0.0357
Si	-0.0395	-0.0297	0.026
Si	-0.0768	0.1116	-0.0239
Si	-0.0601	0.107	-0.0402
Si	0.1602	0.0143	-0.0196
Si	-0.0327	-0.1955	-0.009
Si	0.0096	0.068	-0.0291
Si	0.0756	-0.0191	0.0113
Si	0.0385	0.0693	-0.0081
Si	-0.002	0.0102	-0.001
Si	-0.0818	-0.2076	-0.0286
Si	-0.1693	0.2808	-0.3057
Si	0.0376	-0.0944	0.4171
Si	0.1387	-0.0924	-0.9125
Si	-0.0536	0.2226	0.647
Si	-0.2558	0.0173	0.1972
Si	0.2931	0.0703	-0.1899
Si	-0.0659	0.0806	0.3455
Si	-0.3519	-0.1478	-0.3426
Si	0.0082	0.0106	-0.0122
Si	0.0006	-0.0003	0.002
Si	-0.0042	-0.0057	-0.0091
Si	0.0015	-0.0081	-0.0013
Si	0.001	0.0005	-0.0052
Si	-0.0037	-0.0012	-0.0029
Si	0.0078	-0.0016	0.0053
Si	-0.0037	0.0075	-0.0133
Si	-0.0138	-0.0104	0.001
Si	0.0091	0.003	0.0012
Si	0.0019	-0.0128	0.0174
Si	-0.0026	-0.0051	-0.0061
Si	0.009	-0.0091	0.0128
Si	0.0022	0.0122	-0.0018
Si	-0.0056	-0.002	0.0092
Si	-0.0026	0.0025	0.0014
Si	0.0103	0.0195	0.01
Si	-0.0057	0.021	-0.0227
Si	-0.0092	0.0004	0.0018
Si	-0.0112	-0.0069	0.0015
Si	-0.0019	0.0034	-0.0102
Si	-0.0039	-0.0037	-0.0193
Si	0.0184	-0.0008	-0.01
Si	-0.0081	-0.0076	-0.0021
O	-0.003	-0.0066	0.0123
N	-0.0051	0.01	-0.0124
O	0.016	-0.0019	-0.0058
O	0.0044	-0.0017	-0.0041
O	-0.001	-0.0083	-0.0068
O	0.0031	0.0015	0.0052
O	0.0042	0.0024	0.0006
O	0.0076	0.0037	0.0142
O	-0.0061	0.0081	-0.0207
O	0.0003	0.0016	0.0006
O	-0.0084	0.0081	-0.0146
O	0.0089	-0.0035	-0.0041
O	0.0007	-0.0025	-0.0129
O	-0.0008	-0.0022	0.0023
O	0.0075	-0.0057	-0.0057
O	0.0008	-0.0001	0.0001
Si	-0.0032	0.0016	-0.0029
Si	-0.0011	-0.0003	-0.0032
Si	-0.0013	-0.004	0.0084
Si	-0.0029	-0.0137	-0.0044
Si	-0.0057	-0.0102	0.0038
Si	0.0024	0.001	0.0192
Si	0.0042	0	-0.0003
Si	0.0011	-0.0024	-0.0006
Si	-0.0027	0.0021	-0.0002
Si	0.0017	-0.0048	-0.0002
Si	0.0037	-0.0033	-0.0059
Si	-0.0036	0.0015	0.008
Si	-0.0006	-0.0014	-0.0015
Si	0.0027	0.0012	-0.0017
Si	-0.0015	-0.0016	-0.0013
Si	0.0003	0.0002	-0.0002
Si	-0.001	0.0017	-0.0159
Si	0.006	-0.0021	0.004
Si	-0.0011	-0.0055	0.0083
Si	0	0.0001	-0.0024
Si	-0.0101	0.0057	0.0241
Si	-0.0012	-0.0001	0.0005
Si	-0.0003	0.0004	0.0006
Si	-0.001	-0.0084	0.0029
Si	0.0034	0.0046	-0.0015
Si	-0.0028	-0.0005	0.0014
Si	-0.0015	0.0062	-0.0018
Si	0.0001	-0.0002	-0.0027
Si	0.0005	0.0038	-0.0039
Si	0.0039	0.004	-0.0028
Si	-0.0015	-0.0002	-0.0004
Si	0.0017	0.0008	-0.0046
Si	-0.006	0.0086	0.0051
Si	-0.0003	0.0016	-0.0007
Si	-0.0004	-0.0014	-0.0021
Si	0.0008	0.0006	-0.0014
O	0.001	0.0008	-0.0043
O	-0.0011	0.0009	0.0003
O	-0.0011	-0.0053	0.0031
O	0.0006	-0.0017	0.002
O	0.0137	0.0147	0.0135
O	-0.0029	-0.0084	0.0076
O	0.0006	-0.0023	0.0007
O	0.0023	-0.0004	0.0061
O	-0.0001	-0.0009	-0.001
O	0.0024	-0.0012	-0.0002
O	-0.0037	-0.0051	0.0006
O	0	-0.0012	0.0043
O	0	0.0053	0.014
O	-0.0086	0.0016	0.0095
O	0.0003	-0.0026	0.0016
O	0	-0.0011	0.0001
O	0.0025	-0.0001	0.0023
O	-0.0006	-0.0014	0.0014
O	0.0279	-0.002	-0.0251
O	0.0001	0	0.0008
O	0	-0.0007	0.0044
O	0.0006	-0.0011	0.0018
O	0.0004	0.0006	0.0008
O	0.0001	0.0025	0.0044
O	0.0009	0	0.0025
O	-0.0003	0.0029	0.0009
O	-0.0067	0.007	0.0157
O	0	-0.0015	0.001
O	-0.0027	-0.0012	-0.0022
O	0.0079	-0.0012	0.0042
O	-0.002	0.0017	-0.0101
O	0.0011	-0.0005	0.0033
O	-0.0011	-0.0017	0.0009
O	0.0001	0.0007	0.0025
O	-0.0002	0.0001	0.001
O	0	-0.0016	0.003
O	-0.0009	0.0014	0.0056
O	0.0004	-0.0007	0.0014
O	0.0032	0.0015	0.0023
O	-0.0025	0.0014	0.0019
O	0.0013	-0.0009	0.0042
O	0.0008	0.0007	0.0049
O	-0.0006	-0.0003	0.0023
O	0.0006	-0.0001	0.0037
O	0.0004	-0.0007	0.0025
O	-0.0006	0.0001	0.0017
O	0.0008	-0.0012	-0.0042
O	0.0004	-0.0015	0.0014
O	-0.0021	-0.0011	0.0016
O	-0.0019	-0.0008	0.0042
O	-0.003	-0.0029	0.0043
O	0.0062	-0.0001	0.0023
O	-0.001	-0.0004	0.004
O	0.0016	-0.002	0.0054
O	0.0003	0.0006	0.0036
O	0.0011	-0.0005	0.0039
O	0	-0.0007	0.0001
O	0.0012	0.0016	0.0032
O	0.0008	0	-0.0002
O	-0.0001	0.0001	0.0016
O	-0.0032	-0.0075	0.0029
O	0.0002	-0.0018	0.0032
O	0.0002	0.0013	0.0026
O	-0.0007	-0.0012	-0.003
H	-0.0182	-0.0089	0.0255

The program warned: the cutoff lies below the one the program advises for these potential files; the forces do not sum to zero within the program's tolerance; the exchange-correlation potential is rough where the density is thin.
